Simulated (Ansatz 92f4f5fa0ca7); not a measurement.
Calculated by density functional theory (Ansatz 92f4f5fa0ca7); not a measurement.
Periodic cell of 224 atoms, Si128O64H32, with a vacuum gap, from a study of silicon, its oxide and their interface. The atomic structure is a simulated model.

Settings: functional r2SCAN; potential files Ansatz PAW; basis plane waves; wave-function cutoff 800 eV; density cutoff ratio 5; exchange-correlation grid ratio 1; k mesh 1 x 1 x 1, shifted by 0.5 0.5 0 of a step; self-consistency stop 1e-11 eV per atom in the density residual; occupations fixed; spin none; net charge 0; applied field sawtooth along c, amplitude -0.015 V/angstrom in the program's sign convention, ramp centred at 0.9878 of c and 0.0244 of c wide, no dipole correction.

Cell vectors (angstrom)
a  10.888  0  0
b  0  10.888  0
c  0  0  40.945

Atoms: element, x, y, z (angstrom)
Si  -0.4094  0.5927  25.8894
Si  2.8883  2.4074  25.8165
Si  1.3292  6.9927  27.3095
Si  2.9843  7.9893  25.9465
Si  1.3398  -1.1167  23.8116
Si  8.5394  2.5316  25.7498
Si  5.1756  5.6804  25.9184
Si  8.1069  7.6713  25.6024
Si  1.3128  1.4469  27.2351
Si  3.999  4.0636  27.1164
Si  -0.2186  5.8589  26.026
Si  4.8573  10.8124  25.6506
Si  6.9975  1.5059  27.1889
Si  10.9161  2.8437  28.6085
Si  6.7341  6.7746  27.2556
Si  10.8626  8.3767  28.6015
Si  -1.3272  4.1302  27.1612
Si  2.6209  0.011  28.6176
Si  -1.3675  9.861  27.2772
Si  2.6769  5.465  28.5395
Si  5.4513  2.7796  28.4816
Si  8.1388  0.13  28.7183
Si  5.5153  8.234  28.6286
Si  8.1396  5.4281  28.5582
Si  1.3796  4.1521  29.9821
Si  4.0819  1.3935  29.8722
Si  1.3242  9.5986  30.0478
Si  4.1029  6.8109  29.8929
Si  6.7917  4.0861  29.9277
Si  9.5728  1.4603  29.9899
Si  6.827  9.5754  30.0113
Si  9.5078  6.869  29.8703
Si  -0.0075  0.077  31.3804
Si  2.7406  2.7394  31.2916
Si  -0.0261  5.51  31.2702
Si  2.7269  8.1529  31.276
Si  5.4157  0.0269  31.2905
Si  8.1509  2.7602  31.3138
Si  5.4451  5.4509  31.2904
Si  8.1885  8.1859  31.3208
Si  1.3927  1.3977  32.7064
Si  4.1067  4.0745  32.6629
Si  1.3653  6.8089  32.6443
Si  4.0837  9.5117  32.6338
Si  6.8106  1.3514  32.647
Si  9.5206  4.1277  32.6379
Si  6.8174  6.8009  32.6554
Si  9.5388  9.5469  32.6931
Si  -0.0223  2.7609  34.0096
Si  2.7465  -0.037  34.0142
Si  0.0456  8.184  34.0144
Si  2.7083  5.4188  34.0012
Si  5.4501  2.6732  34.0142
Si  8.1622  0.005  34.0372
Si  5.4414  8.1502  34.0027
Si  8.1799  5.4475  34.0262
Si  1.357  4.0589  6.9419
Si  4.1115  1.2752  6.9452
Si  1.4103  9.5064  6.964
Si  4.0624  6.7819  6.9129
Si  6.8368  4.0133  6.898
Si  9.5487  1.3661  6.9463
Si  6.7984  9.5091  6.9248
Si  9.5838  6.8107  6.907
Si  0.0713  0.0149  8.2918
Si  2.6557  2.5702  8.2464
Si  0.0499  5.471  8.2987
Si  2.7517  8.1335  8.3528
Si  5.4486  -0.0878  8.3557
Si  8.1643  2.6758  8.33
Si  5.402  5.3261  8.1744
Si  8.2155  8.1722  8.2244
Si  1.4367  1.2361  9.8079
Si  4.0266  3.9072  9.4967
Si  1.4074  6.7882  9.7428
Si  4.1275  9.4188  9.7811
Si  6.8044  1.27  9.71
Si  9.5922  4.0678  9.5912
Si  6.8329  6.6951  9.3921
Si  9.5843  9.5688  9.5883
Si  0.0133  2.7412  11.0003
Si  2.8432  -0.1599  11.3006
Si  0.0033  8.246  11.0217
Si  2.8042  5.2639  10.9375
Si  5.3158  2.6009  10.9632
Si  8.2542  -0.0259  11.0567
Si  5.5877  7.9279  10.9084
Si  8.1362  5.4035  10.8314
Si  1.407  4.0284  12.4201
Si  4.1709  1.3344  12.6984
Si  3.9561  7.4875  14.5416
Si  4.7531  5.9964  12.0362
Si  7.585  2.7624  13.6553
Si  9.3952  1.5817  12.4255
Si  7.3524  8.9277  12.0777
Si  10.4876  5.9578  14.2946
Si  1.7468  -2.7155  14.599
Si  6.0186  0.7985  14.3619
Si  2.32  2.3508  13.8905
Si  1.2048  9.5702  12.6361
Si  6.3486  -1.6203  14.1456
Si  11.2695  0.7387  13.6629
Si  6.5044  4.2475  12.0619
Si  9.0201  7.24  12.0213
Si  -1.1576  26.6274  22.5141
Si  32.4264  -20.8212  16.7246
Si  -3.7391  3.8753  24.0552
Si  8.4701  -6.7346  19.9125
Si  8.1693  24.1831  17.6884
Si  -3.3165  21.7397  21.4907
Si  4.0255  9.5087  27.3647
Si  -17.8742  -1.0841  19.2759
Si  -26.5282  -18.9688  21.325
Si  -8.2585  -16.0979  21.3249
Si  13.2224  2.1587  16.9549
Si  -11.6004  -0.7594  20.5096
Si  12.7813  21.008  17.1403
Si  -5.7014  7.4856  20.907
Si  14.0548  13.8701  19.9819
Si  40.0612  -4.1553  18.9291
Si  23.1692  26.0994  23.8354
Si  27.8127  -10.4635  17.4955
Si  0.2197  -14.219  21.8066
Si  6.3309  -4.0046  16.0198
Si  8.1177  -28.2622  15.3266
Si  2.0932  -32.2653  21.2396
Si  40.6298  -23.0548  18.8749
Si  17.1184  30.8065  23.4951
O  6.9082  19.1649  15.3582
O  -11.6259  39.0783  22.4366
O  -8.7452  13.9541  24.5091
O  4.0744  -14.9374  25.3773
O  -17.9216  1.1772  25.2683
O  22.4536  -2.3301  22.9829
O  3.3763  21.4368  20.5996
O  -5.3828  8.2381  22.294
O  12.3613  6.8024  21.0852
O  26.6011  10.8338  18.4362
O  13.5782  -8.0755  15.485
O  39.4114  -20.0266  18.0962
O  13.2939  -5.8694  22.7895
O  24.0296  1.9724  20.8837
O  -2.2563  19.9901  26.1246
O  15.5998  -36.5746  15.8897
O  18.7752  -7.2091  16.7536
O  9.5977  -6.5994  21.0251
O  -4.3733  -26.0186  17.5939
O  28.0679  11.4444  26.0386
O  -11.4549  8.5233  20.769
O  -1.6881  -0.0071  21.581
O  5.5882  -20.978  15.9801
O  -6.7109  6.2415  13.544
O  27.9679  -7.7223  22.9208
O  -8.8445  -10.9285  22.8014
O  9.6562  -5.8908  15.3118
O  24.4863  22.3617  16.7661
O  -6.2369  -13.3064  19.7408
O  -3.8508  -5.2553  15.2435
O  28.9301  -0.7595  17.5787
O  -12.4242  17.7354  13.5795
O  9.1064  1.3155  16.9641
O  -4.3873  -14.9889  20.2745
O  24.4237  9.3713  18.3462
O  10.7413  11.3739  15.1879
O  0.7324  10.8086  20.517
O  -8.5002  30.7821  24.7877
O  8.4079  -5.394  19.0311
O  18.0994  18.8757  24.2705
O  -10.6711  21.5073  24.6188
O  13.4983  4.4881  20.2194
O  22.4785  13.1324  17.0747
O  0.4011  15.9487  13.2239
O  14.9641  6.3709  21.2513
O  11.5542  6.9858  14.9581
O  6.1256  -5.9547  24.7805
O  -2.602  -2.8353  18.7419
O  10.8821  -6.9964  23.1423
O  5.1244  -12.0163  24.43
O  9.3828  -0.5479  19.1096
O  7.093  10.2462  22.8881
O  -9.0933  -12.6072  15.8694
O  19.8071  13.7846  19.0169
O  -7.8549  -8.189  18.3474
O  4.6735  2.8189  20.6081
O  7.008  14.7967  20.5386
O  15.6376  -12.9473  14.0074
O  0.9171  -16.357  24.9207
O  -3.7605  9.8879  20.2498
O  -4.013  -9.509  21.2022
O  19.2186  4.7191  23.3081
O  22.1774  -11.1825  17.5416
O  31.2122  6.7346  25.3329
H  0.8241  3.5574  34.942
H  -0.8202  1.9159  34.942
H  1.9273  -0.8614  34.9466
H  3.5844  0.7684  34.9466
H  0.8802  8.9928  34.9468
H  -0.7691  7.3552  34.9468
H  1.8891  4.5944  34.9337
H  3.5273  6.2433  34.9337
H  6.2858  3.4808  34.9467
H  4.6463  1.8338  34.9467
H  7.3464  -0.8228  34.9697
H  8.9915  0.8192  34.9697
H  4.6164  7.3316  34.9352
H  6.2626  8.9725  34.9352
H  7.3855  4.5992  34.9587
H  9.0137  6.2571  34.9587
H  0.5106  3.2624  6.0094
H  2.1762  4.8833  6.0094
H  3.2737  0.4698  6.0127
H  4.9153  2.1146  6.0127
H  2.2296  10.3308  6.0316
H  0.5757  8.6977  6.0316
H  4.8874  7.6005  5.9805
H  3.2433  5.9574  5.9805
H  6.0011  3.2057  5.9655
H  7.6312  4.8616  5.9655
H  8.7193  0.5519  6.0138
H  10.3466  2.2111  6.0138
H  7.6142  10.3369  5.9924
H  5.9772  8.6867  5.9924
H  10.3985  7.6396  5.9746
H  8.75  6.0011  5.9746

Results
free energy: -118873.065 eV
free energy less fixed offsets of H -15.71, O -570.45, Si -639.56 eV per atom: 2.135 eV

Forces (eV/angstrom), in the order of the atoms: element, x, y, z
Si  0.0181  -0.0134  -0.0194
Si  -0.0121  -0.0026  -0.0238
Si  -0.0036  -0.0015  -0.0118
Si  -0.0088  0.0084  -0.026
Si  0.0025  -0.0006  -0.0833
Si  -0.0045  0.0057  0.0088
Si  -0.0049  -0.0048  -0.0192
Si  0.001  0.0103  -0.0452
Si  0.0006  -0.0008  0.0014
Si  0.0051  0.0053  -0.0008
Si  0.0127  -0.0002  -0.0226
Si  0.0031  -0.0123  -0.035
Si  0.0011  -0.0084  -0.0106
Si  0.0001  0.002  -0.019
Si  0.0009  0.0018  0.0137
Si  0.0069  -0.0032  -0.0158
Si  0.0047  -0.0074  -0.0034
Si  0.0018  -0.0052  -0.0194
Si  -0.0017  -0.0034  -0.0058
Si  -0.014  0.0068  -0.0119
Si  0.0026  -0.0075  -0.0087
Si  -0.0044  0.0059  -0.0195
Si  -0.0106  0.0119  -0.0149
Si  0.0046  -0.005  -0.0067
Si  0.0058  -0.0134  0.0073
Si  -0.012  0.0065  0.0066
Si  -0.0038  0.0065  -0.0043
Si  0.0105  -0.002  0.0129
Si  -0.0117  0.0112  0.0051
Si  0.0053  -0.018  0.0107
Si  0.0145  -0.0039  0.008
Si  0.0014  0.0135  0.0131
Si  0.0113  -0.0053  0.0114
Si  -0.0029  -0.0087  0.0131
Si  0.0123  -0.0156  0.0189
Si  -0.0404  0.0287  0.017
Si  -0.0229  0.0182  0.024
Si  0.0123  -0.0284  0.0334
Si  -0.0078  0.0074  0.0275
Si  -0.0116  0.0098  0.0276
Si  0.0022  0.0112  0.1386
Si  -0.0162  -0.0189  0.1626
Si  0.0304  0.0133  0.1953
Si  0.0348  0.0047  0.1883
Si  0.0127  0.0032  0.2011
Si  0.0138  0.0213  0.2065
Si  0.0094  0.0099  0.1752
Si  0.0126  0.003  0.1586
Si  0.2762  -0.0754  0.2829
Si  -0.0887  0.2179  0.3298
Si  -0.1041  -0.0303  0.3296
Si  0.1021  0.0593  0.2299
Si  0.0565  0.2527  0.298
Si  -0.0043  -0.0879  0.2744
Si  0.0402  0.0713  0.2232
Si  -0.0324  0.0645  0.2957
Si  -0.0349  -0.1821  -0.2404
Si  -0.2438  -0.1155  -0.2089
Si  -0.0084  0.0326  -0.1577
Si  -0.0252  -0.1471  -0.2737
Si  -0.1937  -0.0835  -0.4607
Si  0.071  -0.0541  -0.138
Si  0.0589  -0.0525  -0.3441
Si  0.0805  0.0977  -0.4159
Si  -0.0113  0.0002  -0.163
Si  -0.0075  -0.004  -0.1726
Si  0.003  -0.0115  -0.1936
Si  -0.0263  0.0161  -0.1793
Si  -0.0251  0.0051  -0.1848
Si  0.0085  -0.0262  -0.1905
Si  -0.0283  -0.0249  -0.1709
Si  0.0186  0.0216  -0.1726
Si  -0.0115  0.0174  -0.021
Si  0.0215  0.0103  0.0016
Si  0.0116  -0.0154  -0.0344
Si  0.0203  -0.0113  -0.0338
Si  0.0072  0.0158  -0.0315
Si  -0.0091  -0.0063  -0.0204
Si  0.0012  -0.0008  0.0034
Si  0.0134  -0.0218  -0.0045
Si  -0.0049  -0.0066  -0.0078
Si  -0.0115  0.0033  0.0052
Si  -0.0273  0.0074  0.0021
Si  0.016  -0.0169  -0.0033
Si  -0.0091  0.0265  -0.0109
Si  0.0127  -0.0208  -0.0105
Si  0.0258  -0.0308  -0.0031
Si  -0.0299  0.0212  -0.003
Si  0.0089  -0.0041  -0.0153
Si  -0.0012  -0.002  0.0054
Si  -0.0066  -0.0045  -0.0433
Si  -0.008  0.0071  -0.0107
Si  -0.0067  0.0181  -0.0025
Si  0.0186  0.0005  0.0059
Si  -0.0012  -0.0027  0.014
Si  -0.0116  0.0105  -0.0438
Si  0.0088  -0.0058  -0.0553
Si  0.0072  -0.0094  -0.0452
Si  0.0049  -0.0055  -0.037
Si  0.0129  -0.0084  0.0109
Si  0.0061  0.0213  -0.0388
Si  -0.0126  -0.0059  -0.03
Si  0.0023  -0.0138  0.0186
Si  0.0068  0.0098  -0.0089
Si  0.0072  0.0036  -0.0775
Si  0.0016  -0.0036  -0.0721
Si  -0.0077  0.0013  -0.0819
Si  -0.0023  -0.0105  -0.094
Si  -0.0084  0.0095  -0.09
Si  0.0063  -0.0043  -0.0821
Si  0.0005  -0.0006  -0.0051
Si  -0.0073  0.0116  -0.0824
Si  -0.0042  -0.0052  -0.0967
Si  0.0114  -0.0058  -0.0791
Si  -0.0027  -0.0012  -0.0998
Si  -0.0087  0.008  -0.0657
Si  -0.0093  -0.0058  -0.0856
Si  0.0077  -0.0001  -0.0864
Si  -0.008  -0.0157  -0.0953
Si  -0.012  0.0025  -0.091
Si  0.001  0.0118  -0.0702
Si  -0.008  0.0194  -0.0953
Si  -0.0035  0.0062  -0.0684
Si  -0.0087  0.0099  -0.0968
Si  0.0132  -0.0092  -0.0736
Si  0.01  0.0032  -0.0799
Si  -0.0103  -0.001  -0.0781
Si  -0.0016  0.0078  -0.0935
O  0.0006  -0.0265  0.0482
O  -0.0052  -0.0115  0.0254
O  0.0163  -0.0173  0.0447
O  0.0056  -0.0059  0.0217
O  -0.0035  0.0071  0.0222
O  0.0096  0.0179  0.0413
O  -0.016  0.0117  0.0404
O  0.0126  0.0175  0.0587
O  -0.0078  -0.0004  0.0327
O  -0.0156  -0.0165  0.0392
O  0.0011  -0.0011  0.0572
O  0.0021  0.0017  0.0401
O  -0.016  -0.016  0.051
O  -0.0057  -0.0086  0.0285
O  0.0006  0.0022  0.0247
O  0.0168  -0.0069  0.03
O  0.0004  -0.0204  0.068
O  0.0131  0.0078  0.0621
O  0.0155  -0.0044  0.0683
O  0.0054  0.0082  0.0259
O  0.0096  -0.0172  0.0278
O  -0.0076  0.0054  0.0247
O  -0.0033  -0.0057  0.0853
O  -0.0053  0.0183  0.0432
O  0.0178  0.0138  0.072
O  -0.0101  -0.0186  0.056
O  -0.0073  -0.0053  0.0239
O  0.0006  -0.0021  0.0319
O  0.0073  -0.0193  0.0383
O  -0.0063  0.0123  0.0372
O  0.0139  -0.0126  0.0441
O  0.0056  -0.0168  0.0319
O  -0.011  0.0056  0.0351
O  -0.0206  0.0039  0.0503
O  0.022  -0.0049  0.0496
O  -0.0047  0.0002  0.0575
O  0.0061  -0.0005  0.0286
O  0.0178  -0.018  0.0398
O  0.0055  -0.0102  0.0372
O  0.0174  -0.0216  0.0498
O  -0.0201  0.0209  0.0507
O  -0.0047  0.0176  0.0366
O  0.0071  0.0019  0.0279
O  -0.0111  0.0095  0.0112
O  -0.009  -0.0055  0.0264
O  0.0033  -0.0029  0.0236
O  -0.0168  0.0168  0.037
O  0.0021  0.0037  0.0319
O  0.0103  -0.0048  0.0338
O  -0.0163  0.0129  0.0462
O  0.0111  -0.0025  0.0428
O  -0.0141  -0.0177  0.0429
O  -0.0015  0.0303  0.0584
O  0.0028  0.0192  0.0518
O  0.0138  0.014  0.072
O  0.0183  0.0021  0.0337
O  -0.0162  -0.0083  0.0453
O  -0.0081  -0.009  0.0248
O  -0.0138  0.01  0.0444
O  -0.0027  0.0121  0.0524
O  -0.0021  0.0017  0.0378
O  -0.0226  -0.0139  0.0502
O  -0.0031  -0.0038  0.0425
O  -0.005  -0.0023  0.014
H  -0.4552  -0.2537  -0.2102
H  0.2106  0.3224  -0.3026
H  0.3384  0.3817  -0.2671
H  -0.29  -0.3537  -0.2469
H  -0.3813  -0.3601  -0.2553
H  0.2468  0.258  -0.2622
H  0.3355  0.3342  -0.2793
H  -0.3006  -0.2609  -0.2459
H  -0.274  -0.2384  -0.2411
H  0.2789  0.3555  -0.2838
H  0.2452  0.3208  -0.2536
H  -0.3196  -0.2482  -0.2603
H  0.2668  0.2845  -0.2791
H  -0.2945  -0.2795  -0.2636
H  0.2202  0.2764  -0.2746
H  -0.3122  -0.2182  -0.2585
H  0.2258  0.4612  0.2144
H  -0.1442  -0.4245  0.2943
H  0.5339  0.2268  0.1674
H  -0.212  -0.2666  0.3582
H  -0.2779  -0.4192  0.2613
H  0.3189  0.2833  0.3074
H  -0.2807  -0.2683  0.2911
H  0.1684  0.461  0.2154
H  0.4602  0.1573  0.1739
H  -0.1481  -0.2909  0.307
H  0.3385  0.1438  0.2913
H  -0.3883  -0.284  0.2531
H  -0.37  -0.1458  0.2572
H  0.3243  0.2663  0.2602
H  -0.2883  -0.4025  0.1933
H  0.257  0.1791  0.3011

The program warned: the cutoff lies below the one the program advises for these potential files; the forces do not sum to zero within the program's tolerance; empty levels may hold ghost states of the PAW files; the exchange-correlation potential is rough where the density is thin.
